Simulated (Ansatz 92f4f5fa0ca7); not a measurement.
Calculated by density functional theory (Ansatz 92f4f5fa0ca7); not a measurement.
Periodic cell of 288 atoms, Si144O112H32, with a vacuum gap, from a study of silicon, its oxide and their interface. The atomic structure is a simulated model.

Settings: functional r2SCAN; potential files Ansatz PAW; basis plane waves; wave-function cutoff 800 eV; density cutoff ratio 5; exchange-correlation grid ratio 1; k mesh 1 x 1 x 1, shifted by 0.5 0.5 0 of a step; self-consistency stop 1e-11 eV per atom in the density residual; occupations fixed; spin none; net charge 0; applied field sawtooth along c, amplitude +0.015 V/angstrom in the program's sign convention, ramp centred at 0.9897 of c and 0.0206 of c wide, no dipole correction.

Cell vectors (angstrom)
a, 10.887, 0, 0
b, 0, 10.887, 0
c, 0, 0, 48.6391

Atoms: element, x, y, z (angstrom)
Si, -0.1876, -0.1696, 34.504
Si, 2.3238, 3.0481, 34.9993
Si, 0.14, 5.3008, 34.8811
Si, 3.3293, 7.7788, 34.9594
Si, 5.7029, -0.2213, 35.1678
Si, 7.6704, 3.3118, 34.9244
Si, 5.3802, 5.4585, 35.3146
Si, 7.7469, 8.3453, 35.1524
Si, 1.144, 1.3, 36.024
Si, 3.925, 4.0499, 36.4267
Si, 1.456, 6.8143, 36.1395
Si, 4.1525, 9.4481, 36.4141
Si, 6.8313, 1.4889, 36.2709
Si, 9.4149, 4.2218, 36.2431
Si, 6.7029, 6.8603, 36.5979
Si, 9.5356, 9.4726, 36.1665
Si, -0.119, 2.7035, 37.5166
Si, 2.6162, 0.0047, 37.4891
Si, 0.0412, 8.1511, 37.5314
Si, 2.6521, 5.4926, 37.7144
Si, 5.3791, 2.6938, 37.6787
Si, 8.2385, 0.0645, 37.5634
Si, 5.3971, 8.2074, 37.9219
Si, 8.1761, 5.5057, 37.7571
Si, 1.2791, 4.0527, 38.9409
Si, 4.0059, 1.3118, 38.9542
Si, 1.3333, 9.5408, 38.9318
Si, 4.0108, 6.8006, 39.1288
Si, 6.764, 4.0897, 39.0108
Si, 9.5221, 1.3789, 38.9942
Si, 6.8702, 9.616, 39.0197
Si, 9.5824, 6.8557, 39.0133
Si, 0.0046, 0.0133, 40.3357
Si, 2.687, 2.7154, 40.3123
Si, -0.0137, 5.4301, 40.3499
Si, 2.6605, 8.2054, 40.3808
Si, 5.4275, 0.0168, 40.3439
Si, 8.1385, 2.722, 40.3408
Si, 5.4281, 5.4399, 40.4047
Si, 8.2043, 8.2208, 40.3628
Si, 1.3666, 1.3605, 41.7078
Si, 4.0611, 4.0559, 41.7145
Si, 1.3409, 6.7977, 41.7113
Si, 4.0904, 9.5228, 41.7038
Si, 6.7864, 1.3784, 41.7025
Si, 9.5069, 4.0762, 41.6956
Si, 6.8196, 6.833, 41.7051
Si, 9.5458, 9.5588, 41.7319
Si, 0.0112, 2.7441, 6.927
Si, 2.7508, 0.0014, 6.9218
Si, -0.0007, 8.1588, 6.9322
Si, 2.7116, 5.4404, 6.9278
Si, 5.4514, 2.7198, 6.9401
Si, 8.175, 0.0469, 6.933
Si, 5.4358, 8.163, 6.9456
Si, 8.1706, 5.4459, 6.9124
Si, 1.3627, 4.1016, 8.316
Si, 4.0978, 1.3617, 8.2904
Si, 1.3979, 9.5013, 8.2579
Si, 4.0722, 6.7675, 8.3038
Si, 6.8236, 4.0916, 8.2786
Si, 9.5596, 1.4009, 8.3054
Si, 6.811, 9.5585, 8.2579
Si, 9.5573, 6.7617, 8.2721
Si, 0.0931, 0.0193, 9.5973
Si, 2.7548, 2.7412, 9.6407
Si, 0.0211, 5.4509, 9.7245
Si, 2.6789, 8.1061, 9.6609
Si, 5.4551, 0.0117, 9.6507
Si, 8.233, 2.8076, 9.6681
Si, 5.4334, 5.3868, 9.6495
Si, 8.1874, 8.1513, 9.5266
Si, 1.4615, 1.3636, 11.0053
Si, 4.0967, 4.0276, 11.0831
Si, 1.3552, 6.7802, 11.1557
Si, 4.0545, 9.4768, 10.9339
Si, 6.8518, 1.4342, 10.9388
Si, 9.5858, 4.1287, 11.1505
Si, 6.8188, 6.8122, 10.8604
Si, 9.6232, 9.4643, 10.8157
Si, 0.1361, 2.6792, 12.4476
Si, 2.8371, -0.0213, 12.3641
Si, -0.0376, 8.2476, 12.4338
Si, 2.7699, 5.3961, 12.5146
Si, 5.5204, 2.6797, 12.4532
Si, 8.2723, -0.033, 12.0438
Si, 5.4289, 8.105, 12.2135
Si, 8.1529, 5.6294, 12.3582
Si, 1.4991, 3.9686, 13.9351
Si, 4.6029, 0.8499, 13.7178
Si, 1.1882, 9.8445, 13.6942
Si, 4.372, 6.638, 13.7287
Si, 6.5902, 4.4513, 13.6089
Si, 9.7605, 1.009, 13.484
Si, 6.8426, 9.5557, 13.3117
Si, 9.0316, 7.3941, 13.73
Si, -1.2005, 4.3105, 21.4661
Si, -0.4171, 20.2058, 20.0236
Si, 0.0403, 26.4158, 24.2389
Si, -7.6347, 15.4987, 20.5299
Si, 3.4078, 2.4559, 16.1075
Si, 8.8173, 0.7209, 20.1029
Si, 9.045, 6.6457, 32.8125
Si, 7.7006, -5.0716, 28.0164
Si, -8.545, 11.6766, 23.6602
Si, -2.576, 8.5607, 23.972
Si, -15.5389, -19.7701, 31.0854
Si, 0.7418, 13.3893, 28.3012
Si, -12.5979, 25.3303, 26.5773
Si, 2.2383, -12.0906, 32.6577
Si, -15.9046, 2.4215, 17.5102
Si, -6.8245, -8.7923, 21.5814
Si, 0.0211, 27.8113, 15.6291
Si, 1.0447, -7.7878, 19.5922
Si, -5.7728, 0.312, 28.7109
Si, -8.9525, 17.8464, 24.0127
Si, -5.8691, -4.6024, 29.3406
Si, 8.653, 1.4786, 32.6626
Si, -0.8835, 22.4871, 30.1589
Si, 24.6469, 0.8925, 26.6408
Si, 14.8515, 12.2329, 32.9927
Si, -7.9785, -6.4982, 24.8825
Si, -21.3076, 22.6196, 21.4271
Si, 5.6599, -4.8843, 21.4023
Si, 13.7534, 9.4067, 25.2172
Si, 5.5462, 14.5541, 23.4181
Si, -8.4077, 15.8188, 28.0184
Si, 3.0794, 7.3625, 21.3756
Si, 7.2584, 5.02, 30.8237
Si, 16.8176, -11.6737, 24.5936
Si, 3.2627, 8.8902, 29.8142
Si, 8.1852, 24.4192, 15.5773
Si, -8.5608, 8.9679, 18.7818
Si, 0.9046, -3.2503, 28.3451
Si, 7.8966, 3.3538, 19.364
Si, -18.0869, 0.9747, 18.5914
Si, 18.2794, 1.8486, 24.8252
Si, 20.2715, -2.656, 26.691
Si, 18.879, 20.954, 28.5807
Si, -2.3572, 7.0776, 21.3429
Si, -1.13, -2.2866, 30.4343
Si, -3.3237, 0.0812, 22.5629
Si, -0.8476, 4.0166, 17.5305
Si, 24.2705, 18.9038, 15.808
O, -2.7871, 5.5464, 32.0943
O, 1.4396, 3.8178, 24.4353
O, 2.1197, 10.1218, 23.9795
O, 4.0443, -0.6041, 29.5206
O, -8.1207, 8.2787, 17.3818
O, -6.4891, 6.5731, 34.5232
O, 8.1483, 7.3922, 33.9088
O, 4.3964, 7.7202, 29.7709
O, 2.2479, -2.9561, 25.2748
O, 13.7676, 1.4157, 25.0765
O, 7.9846, 12.2908, 23.3862
O, 2.9099, 0.2524, 32.4568
O, 2.9979, 8.6176, 33.6024
O, 8.7242, 11.4161, 29.1508
O, 10.3199, 5.9308, 33.531
O, -1.2886, 6.8638, 15.1756
O, -5.0954, 16.5954, 30.6499
O, -1.3559, -3.075, 31.8092
O, 0.4511, 10.1185, 21.1743
O, 1.9486, 9.3494, 15.0657
O, 1.3423, 17.8085, 15.6602
O, 7.4442, 3.8786, 14.8657
O, -14.723, 6.6019, 20.7838
O, 9.5182, 3.2105, 16.2552
O, -8.0982, 12.707, 17.4911
O, 8.6764, 1.4738, 14.6074
O, 17.2644, 3.3188, 18.7922
O, 3.1786, 25.2404, 21.6801
O, 8.2241, 18.2466, 22.9078
O, 5.7921, 10.6244, 14.0654
O, 0.2373, 3.0402, 18.2103
O, -2.2971, -3.9166, 27.3269
O, -3.3502, 11.1123, 20.9588
O, 0.0128, 10.9079, 14.1547
O, 5.4917, 2.5513, 22.2108
O, 5.1865, 1.0063, 17.9471
O, -6.2357, 28.9982, 21.7746
O, -8.4391, 16.8069, 20.9864
O, -1.0666, 12.2075, 21.2417
O, 17.3619, -6.4663, 34.558
O, 4.7479, 3.248, 16.6395
O, 2.9977, 19.1979, 20.0898
O, -6.078, 5.0801, 20.3244
O, 0.2771, 4.862, 14.5513
O, 4.277, 1.0199, 27.4809
O, -5.4133, 5.5093, 14.2049
O, -4.7496, -15.4743, 28.1318
O, 4.8361, 2.1043, 31.8773
O, 4.4765, -12.2042, 25.0088
O, -2.2349, -1.0237, 23.0674
O, -1.3116, -5.0026, 21.2187
O, 8.2542, 3.682, 20.9267
O, -7.964, 10.4657, 18.746
O, 0.4892, 17.0971, 24.0442
O, -19.3539, 14.8241, 19.3128
O, 6.4448, -10.2926, 25.3435
O, 20.4393, -11.3371, 19.2821
O, 0.1049, 3.8674, 20.6458
O, -9.9083, 23.0415, 22.9053
O, 19.041, 5.449, 29.5346
O, -2.0954, 4.3807, 18.4954
O, 2.1897, -3.0849, 22.6496
O, 7.2453, 1.0265, 31.9454
O, 17.6385, -1.3538, 34.5894
O, 5.9058, -5.7897, 22.7368
O, -26.0201, -7.6402, 24.5211
O, -13.8842, 8.5327, 14.129
O, -1.4868, 11.3402, 33.6866
O, 0.0518, 19.1025, 27.1103
O, -7.0695, 7.4352, 15.0607
O, -11.0029, -3.2317, 29.6041
O, -8.5191, 3.3492, 15.2213
O, 4.9663, 0.5209, 33.9323
O, -0.1925, 16.306, 17.0983
O, -9.2615, 1.6693, 27.2531
O, 2.3821, 9.004, 31.1825
O, -15.6958, -0.4241, 23.0071
O, -11.7756, -6.3965, 25.5433
O, 0.7045, -2.0877, 18.9678
O, 14.6854, 5.3298, 28.8621
O, 36.1447, 11.8385, 22.5411
O, -8.3532, 21.0846, 26.578
O, -20.4743, 23.3905, 20.2355
O, -6.853, 1.6038, 20.0548
O, 22.1394, -9.435, 29.4651
O, 8.5385, 13.1055, 25.9029
O, -2.5541, 2.8228, 33.503
O, 20.301, 8.2116, 25.0798
O, -3.752, 2.0188, 16.6119
O, 1.7081, -7.1715, 28.7715
O, 20.5533, 1.6737, 31.4189
O, -13.3396, 1.8561, 19.0605
O, -1.5261, 8.2714, 20.5973
O, -14.833, 8.843, 24.8092
O, 2.918, -6.3895, 26.5073
O, 12.3097, -4.7322, 27.9767
O, 8.686, -12.1655, 27.1926
O, 17.2934, 21.1673, 28.2951
O, 8.3289, 19.7645, 29.6692
O, -0.6427, 35.732, 27.6924
O, 25.9498, 14.4953, 24.2854
O, 10.4001, 10.0916, 30.6491
O, -6.9615, 1.2545, 15.147
O, 3.155, 2.5293, 33.7082
O, 1.2196, -6.7514, 34.4335
O, -7.8172, 5.8283, 24.1636
O, -0.8688, 14.9529, 23.0272
O, 17.8804, 14.3107, 30.9132
O, 11.6737, -0.926, 33.3905
O, -5.092, 1.4524, 29.6314
O, 7.96, 4.4487, 27.1755
O, 23.9587, 8.5525, 28.6663
H, 0.5533, 2.1907, 42.6403
H, 2.1959, 0.5463, 42.6403
H, 3.2499, 4.8882, 42.647
H, 4.8991, 3.2506, 42.647
H, 2.1667, 5.98, 42.6437
H, 0.5251, 7.6254, 42.6437
H, 3.2766, 10.3524, 42.6362
H, 4.9078, 8.6966, 42.6362
H, 5.9666, 2.2022, 42.635
H, 7.6253, 0.574, 42.635
H, 10.3464, 3.2724, 42.628
H, 8.6954, 4.9081, 42.628
H, 7.6305, 6.0004, 42.6376
H, 5.9817, 7.6383, 42.6376
H, 8.7253, 10.3819, 42.6643
H, 10.3495, 8.7193, 42.6643
H, 0.8245, 1.9139, 5.9946
H, -0.8283, 3.5479, 5.9946
H, 3.5647, -0.8283, 5.9894
H, 1.9215, 0.8157, 5.9894
H, -0.8045, 8.9982, 5.9998
H, 0.8152, 7.3311, 5.9998
H, 3.5228, 4.6082, 5.9954
H, 1.8857, 6.2582, 5.9954
H, 4.6134, 3.5251, 6.0077
H, 6.2712, 1.896, 6.0077
H, 8.9955, -0.7762, 6.0006
H, 7.3361, 0.8512, 6.0006
H, 4.6184, 8.9891, 6.0132
H, 6.2737, 7.3576, 6.0132
H, 7.3597, 6.2785, 5.98
H, 8.9822, 4.614, 5.98

Results
free energy: -156488.753 eV
free energy less fixed offsets of H -15.71, O -570.45, Si -639.56 eV per atom: 1.007 eV

Forces (eV/angstrom), in the order of the atoms: element, x, y, z
Si, 0.0006, 0.0089, 0.0377
Si, 0.0018, 0.0006, 0.021
Si, 0.0033, -0.0024, 0.0289
Si, -0.0029, -0.0028, 0.0255
Si, -0.0026, 0.0003, 0.0213
Si, 0.0045, 0.0038, 0.0255
Si, -0.0065, 0.0015, 0.0095
Si, -0.0021, 0.0005, 0.0196
Si, -0.0021, 0.0026, -0.0135
Si, -0.0021, 0.0018, -0.0138
Si, 0.0064, -0.0011, -0.0147
Si, 0.0086, 0.0025, -0.0119
Si, -0.0012, -0.0044, -0.0153
Si, 0.0003, 0.0017, -0.016
Si, -0.0039, -0.0004, -0.011
Si, -0.0029, -0.003, -0.0139
Si, -0.0037, 0.0063, -0.0015
Si, 0.0054, 0.0029, 0.0082
Si, -0.0004, -0.0057, 0.0064
Si, 0.0134, 0.0091, 0.0074
Si, -0.0002, 0.008, 0.0117
Si, -0.009, 0.0093, 0.0102
Si, -0.0075, -0.0103, 0.0092
Si, -0.0012, -0.0025, 0.0131
Si, 0.0059, -0.0019, 0.02
Si, 0.0139, 0.0008, 0.0136
Si, 0.0027, -0.0063, 0.0257
Si, -0.0003, -0.0154, 0.0054
Si, -0.0144, 0.0053, 0.0101
Si, 0.0089, 0.0082, 0.018
Si, -0.005, -0.0073, 0.0209
Si, -0.0028, 0.0002, 0.013
Si, -0.0024, 0.009, 0.1819
Si, -0.0126, 0.0269, 0.1805
Si, 0.0047, 0.0023, 0.1792
Si, -0.0047, 0.01, 0.1818
Si, -0.0422, 0.049, 0.1738
Si, -0.0071, 0.0064, 0.1725
Si, 0.0048, 0.0053, 0.171
Si, 0.0223, -0.0415, 0.19
Si, -0.0125, 0.0192, 0.221
Si, -0.0015, 0.0593, 0.2502
Si, -0.0773, 0.0407, 0.3831
Si, -0.1099, 0.0564, 0.3397
Si, -0.1136, 0.0666, 0.3462
Si, -0.056, 0.1034, 0.3304
Si, -0.0174, -0.0461, 0.2388
Si, 0.019, 0.0091, 0.3382
Si, 0.0229, 0.0131, -0.2033
Si, 0.022, -0.1399, -0.3245
Si, 0.1015, -0.0096, -0.3971
Si, -0.0049, -0.0191, -0.2829
Si, 0.1165, -0.0711, -0.3215
Si, 0.0317, -0.0095, -0.2516
Si, 0.0009, 0.0187, -0.1822
Si, 0.0589, -0.0764, -0.3667
Si, 0.0143, -0.0194, -0.1807
Si, -0.0051, 0.0162, -0.1799
Si, -0.0161, 0.0245, -0.1776
Si, -0.0062, 0.0372, -0.1813
Si, 0.0311, -0.0365, -0.1787
Si, 0.0126, -0.0303, -0.1736
Si, -0.0027, -0.012, -0.1755
Si, 0.0202, -0.0236, -0.1907
Si, 0.0079, 0.0034, -0.0137
Si, -0.0142, -0.0061, -0.0118
Si, -0.0044, 0.0051, -0.0253
Si, -0.0067, 0.0012, -0.0224
Si, 0.014, -0.0003, -0.0171
Si, -0.0032, 0.0062, -0.0188
Si, -0.0046, -0.0008, -0.0218
Si, 0.0042, 0.0279, -0.0058
Si, -0.0017, -0.0062, -0.0049
Si, 0.0099, -0.01, -0.0059
Si, 0.0004, 0.0127, -0.0046
Si, -0.0052, 0.0096, -0.0123
Si, 0.0021, -0.002, -0.0122
Si, -0.0031, -0.0104, -0.0055
Si, 0.0081, 0.0022, -0.0087
Si, -0.0056, -0.0003, -0.0092
Si, 0.0034, 0.0009, 0.0131
Si, 0.0011, 0.0032, 0.0143
Si, -0.007, 0.006, 0.0115
Si, -0.0014, -0.0031, 0.0088
Si, 0.002, 0.0035, 0.0112
Si, -0.0011, -0.0072, 0.011
Si, 0.0062, 0.0012, 0.0074
Si, -0.0059, 0.0039, 0.0131
Si, -0.0076, 0.0037, 0.0133
Si, -0.0096, 0.0021, 0.0164
Si, 0.0043, -0.0036, 0.0172
Si, -0.0048, 0.0013, 0.0114
Si, 0.0096, -0.0075, 0.016
Si, -0.0086, 0.0052, 0.0135
Si, 0.0076, 0.007, 0.0095
Si, 0.0074, -0.0037, 0.0097
Si, 0.0019, 0.0061, 0.0449
Si, -0.0091, 0.0008, 0.0346
Si, 0.0026, -0.0001, 0.041
Si, 0.0044, 0.0045, 0.0334
Si, 0.0088, -0.0058, 0.0597
Si, -0.0048, -0.0096, 0.0366
Si, 0.0048, -0.0023, 0.0409
Si, -0.0063, 0.0032, 0.038
Si, 0.0069, -0.006, 0.0423
Si, 0.0051, 0.0027, 0.0461
Si, -0.002, 0.0001, 0.0366
Si, -0.0011, -0.0061, 0.031
Si, -0.0016, 0.0027, 0.036
Si, 0.0019, 0.0015, 0.0389
Si, 0.0015, -0.0002, 0.0548
Si, 0.0044, -0.0015, 0.0501
Si, 0.0067, -0.0066, 0.0429
Si, 0.0037, -0.0006, 0.0458
Si, 0.0068, 0.0006, 0.0417
Si, -0.0003, -0.0043, 0.0341
Si, 0.011, 0.0032, 0.0184
Si, -0.0009, 0.0039, 0.037
Si, -0.0039, 0.0011, 0.0373
Si, 0.0028, 0.0016, 0.042
Si, -0.0033, 0.005, 0.0349
Si, -0.0045, 0.0027, 0.0437
Si, 0.0014, -0.0019, 0.0365
Si, 0.0036, -0.0004, 0.0371
Si, -0.0002, 0.0026, 0.0337
Si, -0.001, -0.0016, 0.0441
Si, 0.0011, 0.0074, 0.0338
Si, -0.0023, -0.0042, 0.0425
Si, 0.0051, -0.0043, 0.0354
Si, -0.0046, 0.0001, 0.0293
Si, -0.0036, 0.0025, 0.032
Si, 0.0044, -0.0002, 0.0492
Si, -0.0062, 0.0006, 0.0569
Si, 0.0023, 0.0057, 0.0352
Si, 0.0065, -0.0068, 0.0459
Si, 0.0008, -0.0018, 0.0551
Si, 0.0051, -0.0005, 0.0378
Si, -0.0003, 0.0014, 0.0705
Si, 0.0027, 0.0019, 0.0304
Si, -0.0055, -0.0009, 0.0333
Si, -0.0013, -0.0013, 0.0366
Si, -0.0045, -0.0015, 0.0234
Si, -0.0023, -0.0115, 0.0547
Si, -0.0078, 0.0021, 0.0573
O, -0.0077, -0.0045, -0.0198
O, -0.0028, -0.0013, -0.0147
O, -0.0028, 0.004, -0.0214
O, 0.0047, 0.0073, -0.0129
O, 0.0025, -0.0102, -0.0435
O, -0.0016, 0.0062, -0.0005
O, 0.007, -0.0048, -0.0208
O, 0.0012, -0.0036, -0.0063
O, -0.0017, -0.0071, -0.0185
O, -0.003, -0.0027, -0.0319
O, 0.0022, -0.0072, -0.0226
O, -0.0026, -0.0014, -0.0116
O, -0.0028, 0.0071, -0.0154
O, -0.0043, -0.0022, -0.0081
O, -0.0078, 0.0081, -0.0209
O, -0.0099, 0.0094, -0.03
O, -0.0066, 0.0046, -0.0183
O, 0.0033, 0.0114, -0.025
O, -0.0026, -0.0078, -0.0104
O, -0.0103, 0.006, -0.026
O, -0.0016, -0.0033, -0.0091
O, -0.0135, 0.0147, -0.0308
O, 0.0001, -0.0018, -0.0225
O, -0.0073, -0.0063, -0.0318
O, -0.0001, 0.011, -0.0344
O, 0.0093, -0.0106, -0.0226
O, -0.0099, -0.0059, -0.0272
O, -0.0041, 0.0048, -0.0227
O, 0.0041, -0.0118, -0.0244
O, 0.0001, -0.0035, -0.0026
O, -0.0105, 0.0066, -0.0283
O, 0.0065, 0.0039, -0.0085
O, 0.0056, 0.0025, -0.036
O, 0.0015, 0.0004, -0.0111
O, -0.0076, -0.0042, -0.0154
O, 0.0043, 0.0049, -0.0182
O, -0.0036, -0.0024, -0.008
O, -0.0015, -0.0054, -0.0124
O, -0.0016, -0.0007, -0.0167
O, 0.0028, -0.0005, -0.0058
O, -0.0105, 0, -0.0283
O, -0.0061, 0.0104, -0.0313
O, -0.0029, -0.0032, -0.019
O, 0.0094, -0.0064, -0.0265
O, -0.0125, 0.0024, -0.0269
O, -0.0019, 0.0045, -0.0193
O, 0.0086, -0.0001, -0.0139
O, 0.0078, 0.0019, -0.0176
O, 0.0046, -0.0014, -0.0114
O, 0.0004, 0.0036, -0.0178
O, 0.0008, -0.0033, -0.0154
O, -0.008, -0.0059, -0.0312
O, 0.0016, 0.0004, -0.0174
O, 0, -0.0007, -0.0116
O, -0.0059, -0.0064, -0.0147
O, 0.0012, -0.0021, -0.0128
O, 0.0008, -0.0012, -0.0022
O, 0.0091, -0.0068, -0.0287
O, -0.009, 0.0005, -0.0211
O, 0.0038, 0.0036, -0.0184
O, 0.0111, 0.0042, -0.0295
O, 0.0063, 0.0016, -0.0338
O, -0.0037, 0.0015, -0.0143
O, 0.0032, -0.0019, 0.0011
O, 0.0009, 0.0105, -0.0177
O, -0.0067, 0.0025, -0.018
O, -0.0021, -0.0023, -0.0133
O, -0.0049, 0.0056, -0.0116
O, -0.0032, 0.003, -0.0148
O, 0.0128, -0.0095, -0.0371
O, 0.0095, -0.0042, -0.021
O, -0.0126, 0.0097, -0.0396
O, -0.005, 0.0089, -0.0246
O, 0.0035, 0.0147, -0.0275
O, 0.0084, -0.0072, -0.0235
O, 0.0063, -0.0047, -0.0279
O, 0.0047, 0.0007, -0.0147
O, 0.0076, 0.0033, -0.0252
O, 0.0125, -0.0039, -0.0223
O, -0.0087, -0.005, -0.015
O, 0.0067, 0.0044, -0.0336
O, 0.0002, -0.0078, -0.0135
O, 0.0037, 0.008, -0.0255
O, -0.0022, -0.0106, -0.0442
O, 0.0081, 0.0095, -0.0159
O, -0.0075, -0.008, -0.0149
O, 0.0008, -0.0076, -0.0156
O, -0.0053, 0.002, -0.013
O, 0.0104, 0.001, -0.0244
O, 0.0009, -0.0003, -0.0149
O, 0.007, -0.0039, -0.0242
O, -0.0036, 0.0071, -0.0212
O, 0.0093, 0.0067, -0.0171
O, 0.0018, 0, -0.015
O, 0.0028, -0.002, -0.0356
O, 0.0025, -0.0065, -0.0057
O, 0.0039, -0.0068, -0.0205
O, 0.0034, -0.0015, -0.0183
O, -0.0054, 0.0042, -0.0197
O, -0.008, 0.0062, -0.0222
O, 0.0083, 0.0003, -0.0191
O, -0.0001, 0.0023, -0.0148
O, 0.0078, -0.0107, -0.0415
O, 0.0071, -0.0031, -0.02
O, 0.0006, -0.0005, -0.004
O, -0.0008, 0.0024, -0.0194
O, -0.0071, -0.0033, -0.0386
O, 0.0009, 0.0056, -0.0133
O, 0.0019, -0.0026, -0.0068
O, -0.0066, -0.0081, -0.0215
O, 0.0067, -0.0105, -0.0264
O, -0.0054, -0.002, -0.0081
H, 0.2502, -0.3152, -0.2675
H, -0.2845, 0.2885, -0.2857
H, 0.2195, -0.333, -0.276
H, -0.4277, 0.2156, -0.271
H, -0.2162, 0.3401, -0.2789
H, 0.1835, -0.4192, -0.239
H, 0.3537, -0.2425, -0.2386
H, -0.345, 0.2774, -0.2872
H, 0.3812, -0.2937, -0.2425
H, -0.338, 0.1891, -0.3021
H, -0.3019, 0.2488, -0.2888
H, 0.2636, -0.344, -0.2465
H, -0.2347, 0.3434, -0.2723
H, 0.3688, -0.2644, -0.2669
H, 0.3074, -0.2479, -0.2672
H, -0.2255, 0.3564, -0.2632
H, -0.2232, 0.306, 0.2816
H, 0.3497, -0.2557, 0.2714
H, -0.2554, 0.4127, 0.2172
H, 0.2369, -0.2798, 0.2895
H, 0.1916, -0.3258, 0.2759
H, -0.2911, 0.3511, 0.2165
H, -0.3067, 0.2605, 0.2638
H, 0.3117, -0.2934, 0.2698
H, 0.3175, -0.2251, 0.2914
H, -0.3594, 0.3314, 0.2272
H, -0.2204, 0.2953, 0.2767
H, 0.4054, -0.2595, 0.2579
H, 0.2552, -0.3817, 0.2692
H, -0.3193, 0.2506, 0.2862
H, 0.3317, -0.2388, 0.2689
H, -0.3683, 0.2598, 0.2258

The program warned: the cutoff lies below the one the program advises for these potential files; the forces do not sum to zero within the program's tolerance; empty levels may hold ghost states of the PAW files; the exchange-correlation potential is rough where the density is thin.
